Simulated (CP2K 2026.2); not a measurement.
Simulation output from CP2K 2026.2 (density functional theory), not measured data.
Periodic cell of 506 atoms, Si352O154, from a study of silicon, its oxide and their interface. The atomic structure is a simulated model.
Doubt: the forces sum to 2.07 eV/angstrom along one axis rather than to zero, so they err by at least 0.0041 eV/angstrom per atom on average; the grid cutoff is modest.

Settings
functional: PBE
method: Gaussian and plane waves
basis set: DZVP-MOLOPT-SR-GTH
pseudopotentials: GTH-PBE
grid cutoff: 350 Ry, relative cutoff 50 Ry
k points: Gamma only
occupations: fixed
spin: none
net charge: 0

Cell vectors (angstrom)
a	15.3866	0	0
b	0	15.3866	0
c	1.9419	-0.3665	38.7749

Atoms and the computed forces on them: element, x, y, z (angstrom), force x, y, z (eV/angstrom)
Si	16.957	14.376	32.334	-0.438	0.159	0.637
Si	1.94	3.709	32.602	-0.098	-0.176	0.78
Si	1.952	6.841	32.581	-0.062	0.244	0.852
Si	1.881	11.327	32.872	0.047	-0.08	0.778
Si	5.972	14.677	32.673	-0.059	0.558	0.124
Si	5.75	3.684	32.762	0.035	-0.053	0.711
Si	5.79	6.776	32.752	-0.005	0.089	0.793
Si	5.784	11.543	32.661	0.023	-0.106	0.79
Si	9.708	14.601	32.655	-0.036	0.184	0.785
Si	9.58	3.759	32.649	0.026	-0.206	0.798
Si	9.616	6.862	32.683	-0.002	0.191	0.851
Si	9.609	11.51	32.801	0.013	-0.108	0.817
Si	13.56	14.49	32.569	-0.063	0.188	0.687
Si	13.39	4.247	32.474	0.075	0.235	0.751
Si	13.441	6.703	32.709	0.048	-0.343	0.575
Si	13.494	11.4	32.843	-0.032	-0.013	0.706
Si	4.036	15.016	33.932	0.392	-0.079	0.419
Si	3.807	3.454	34.025	-0.012	0.006	-0.015
Si	3.835	7.186	33.974	-0.004	0.022	-0.018
Si	3.895	11.164	34.021	-0.007	-0.022	-0.036
Si	7.829	14.919	34.037	0.05	0.012	-0.017
Si	7.707	3.459	34.035	-0.004	-0.004	-0.009
Si	7.715	7.168	34.036	-0.002	0.021	-0.034
Si	7.667	11.19	34.046	-0.008	-0.026	-0.043
Si	11.646	14.926	33.889	0.012	0.018	-0.005
Si	11.582	3.511	33.865	0.008	-0.009	-0.047
Si	11.544	7.2	33.998	-0.011	0.004	-0.041
Si	11.539	11.179	34.081	-0.012	-0.023	-0.037
Si	15.375	14.828	33.996	0.032	0.024	-0.067
Si	15.303	3.479	33.782	-0.026	-0.008	-0.072
Si	15.401	7.187	33.925	0.023	-0.001	-0.025
Si	15.375	11.15	34.192	0.009	-0.046	0.008
Si	3.9	1.513	35.328	-0.002	-0.043	0.009
Si	3.822	5.338	35.423	-0.004	-0.005	0.027
Si	3.887	9.167	35.284	-0.018	-0.011	0.027
Si	3.851	13.097	35.356	0.009	0.052	-0.01
Si	7.749	1.5	35.323	-0.019	-0.008	0.034
Si	7.714	5.32	35.467	-0.004	-0.008	0.031
Si	7.698	9.176	35.294	0.016	0.007	0.039
Si	7.724	13.055	35.461	-0.025	0.009	0.07
Si	11.621	1.525	35.189	-0.046	-0.001	0.005
Si	11.532	5.317	35.396	0.003	0.005	0.043
Si	11.549	9.172	35.311	-0.017	0.008	0.031
Si	11.585	13.096	35.415	0.013	0.004	0.05
Si	15.385	1.508	35.162	0.047	-0.001	0.01
Si	15.396	5.294	35.332	-0.021	0.004	0.008
Si	15.392	9.113	35.328	0.013	0.016	0.03
Si	15.402	13.052	35.517	0.012	-0.018	0.049
Si	1.917	1.5	36.61	-0.015	0.001	-0.012
Si	1.901	5.321	36.744	0.002	0.004	0.01
Si	1.954	9.164	36.664	0.006	0.006	-0.017
Si	1.975	13.06	36.775	-0.03	-0.013	0.007
Si	5.819	1.504	36.698	0.008	0.008	-0.005
Si	5.761	5.34	36.763	-0.008	-0.003	-0.009
Si	5.788	9.171	36.681	-0.007	0.006	-0.023
Si	5.764	13.079	36.747	0.025	-0.006	-0.02
Si	9.704	1.508	36.632	0.02	-0.022	-0.016
Si	9.642	5.323	36.783	0.003	0.011	0.012
Si	9.625	9.179	36.673	-0.007	-0.002	-0.015
Si	9.662	13.056	36.771	-0.001	-0.002	-0.008
Si	13.507	1.498	36.614	0.023	-0.035	-0.013
Si	13.481	5.326	36.71	0.003	-0.005	-0.009
Si	13.469	9.151	36.691	0.007	0.017	-0.008
Si	13.466	13.054	36.808	0.009	-0.005	0.005
Si	1.937	15.01	38.065	0.002	-0.008	0.006
Si	1.932	3.379	38.054	-0.006	0.006	0.002
Si	1.934	7.267	38.068	-0.021	-0.003	-0.004
Si	1.954	11.085	38.057	-0.003	0.007	0.003
Si	5.786	14.994	38.094	0.005	-0.001	-0.01
Si	5.792	3.406	38.088	0.012	-0.006	0.007
Si	5.781	7.278	38.086	0.008	-0.008	0.013
Si	5.779	11.106	38.048	0.001	0.015	0
Si	9.657	15.005	38.066	-0.014	0.002	0.008
Si	9.66	3.38	38.08	-0.005	0.006	0.003
Si	9.633	7.279	38.08	0.004	-0.003	0.007
Si	9.65	11.092	38.066	0.005	0.001	0.004
Si	13.483	15.012	38.077	-0.016	-0.004	0.01
Si	13.494	3.391	38.039	0.003	0.012	0.01
Si	13.473	7.251	38.072	-0.002	-0.022	0.013
Si	13.479	11.076	38.076	0.007	-0.003	0.003
Si	1.936	-0.049	11.561	-0.002	-0.016	0.012
Si	1.927	3.721	11.557	0	0.006	0.006
Si	1.925	7.679	11.5	0.006	0.004	-0.018
Si	1.916	11.476	11.537	0.009	0.007	-0.016
Si	5.795	-0.041	11.579	0.015	-0.004	0.002
Si	5.793	3.705	11.57	-0.005	0.002	-0.016
Si	5.78	7.663	11.507	-0.007	0.008	-0.012
Si	5.786	11.467	11.538	-0.004	-0.002	-0.013
Si	9.597	-0.026	11.589	-0.009	-0.005	0
Si	9.587	3.718	11.598	-0.016	-0.015	-0.01
Si	9.61	7.654	11.532	0.01	-0.001	-0.02
Si	9.61	11.483	11.563	0	-0.002	-0.017
Si	13.46	-0.022	11.561	0.004	-0.001	0.012
Si	13.454	3.733	11.564	0.01	-0.005	0.001
Si	13.449	7.671	11.513	0.003	0	-0.015
Si	13.471	11.469	11.547	-0.002	-0.003	-0.004
Si	1.968	1.819	12.998	0.016	0.006	0.017
Si	1.909	5.722	12.773	0.013	0.007	-0.005
Si	1.895	9.575	12.919	-0.011	-0.019	0.003
Si	1.936	13.4	12.886	0.017	-0.025	-0.01
Si	5.828	1.822	13.048	0.001	0.037	0.026
Si	5.787	5.701	12.783	-0.014	0.002	-0.022
Si	5.786	9.559	12.919	-0.008	-0.015	0.018
Si	5.795	13.396	12.879	-0.005	0.006	-0.008
Si	9.557	1.828	13.073	0.006	-0.007	0.015
Si	9.6	5.701	12.84	-0.005	0.011	0.009
Si	9.611	9.562	12.929	0.006	0.003	0.006
Si	9.598	13.425	12.904	0.021	0.015	-0.001
Si	13.413	1.849	13.016	-0.022	0.007	0.009
Si	13.441	5.72	12.803	0.003	0.013	-0.007
Si	13.469	9.558	12.938	0.016	-0.005	0.016
Si	13.508	13.418	12.859	-0.007	-0.02	0.002
Si	15.39	1.842	14.311	-0.006	0.014	-0.039
Si	15.374	5.808	14.099	-0.001	-0.018	-0.042
Si	15.38	9.572	14.339	0.002	-0.008	-0.041
Si	15.412	13.395	14.25	0.01	0.032	-0.018
Si	3.914	1.773	14.414	-0.028	0.006	-0.031
Si	3.848	5.673	14.063	0.001	-0.002	-0.069
Si	3.834	9.57	14.242	-0.03	-0.011	-0.048
Si	3.876	13.385	14.216	-0.008	-0.039	-0.02
Si	7.68	1.794	14.582	-0.012	-0.014	-0.016
Si	7.667	5.717	14.165	0.018	-0.008	-0.02
Si	7.7	9.569	14.315	0.028	-0.02	-0.033
Si	7.674	13.406	14.288	0.003	-0.007	-0.003
Si	11.472	1.854	14.453	0.064	-0.007	-0.005
Si	11.532	5.661	14.16	0.002	-0.017	-0.015
Si	11.537	9.54	14.29	0.014	-0.011	-0.041
Si	11.576	13.446	14.164	-0.019	0.016	-0.043
Si	15.431	-0.102	15.667	-0.009	-0.018	0.033
Si	15.369	3.909	15.417	-0.004	-0.011	0.014
Si	15.35	7.605	15.642	-0.008	0.057	0.05
Si	15.395	11.513	15.691	-0.005	-0.034	0.025
Si	3.959	15.152	15.771	0.004	-0.002	0.084
Si	3.874	3.848	15.533	-0.026	-0.022	0.03
Si	3.808	7.561	15.417	-0.011	0.013	0.023
Si	3.891	11.493	15.604	-0.028	-0.012	0.054
Si	7.628	15.103	15.962	0.013	0.011	0.128
Si	7.706	3.934	15.693	-0.037	-0.031	0.095
Si	7.678	7.596	15.582	-0.012	0.035	0.056
Si	7.688	11.504	15.664	-0.024	-0.015	0.034
Si	11.51	15.219	15.721	-0.003	0.028	0.066
Si	11.459	3.882	15.723	0.019	-0.036	0.07
Si	11.501	7.537	15.542	-0.004	0.011	0.03
Si	11.544	11.549	15.511	0.022	-0.011	0.016
Si	1.983	14.929	16.997	-0.062	0.245	-0.858
Si	1.895	4.176	16.714	0.024	-0.073	-0.773
Si	1.974	7.235	16.818	-0.158	0.186	-0.78
Si	1.994	11.825	16.948	-0.064	-0.169	-0.812
Si	5.671	14.262	17.282	0.154	-0.094	-0.724
Si	5.716	4.352	16.893	0.119	-0.173	-0.796
Si	5.667	7.437	16.783	0.141	0.086	-0.744
Si	5.758	11.803	17.014	0.053	-0.057	-0.038
Si	9.657	14.421	17.014	-0.044	-0.312	-0.825
Si	9.566	4.623	17.016	0.037	0.089	-0.111
Si	9.602	7.149	16.862	-0.084	-0.396	-0.415
Si	9.686	11.924	16.864	-0.181	0.37	-0.466
Si	13.504	14.944	16.974	-0.026	0.229	-0.86
Si	13.526	4.17	16.819	-0.169	-0.136	-0.808
Si	13.374	7.237	16.911	0.106	0.187	-0.827
Si	13.396	11.844	16.915	0.112	-0.162	-0.766
Si	4.455	5.778	23.773	-0.028	0.061	-0.029
Si	2.527	9.276	21.672	0.102	0.031	0.003
Si	1.517	9.481	18.792	0.105	0.003	-0.145
Si	5.423	1.188	25.971	0.05	0.048	0.136
Si	6.385	3.494	19.686	0.023	-0.024	-0.048
Si	9.383	3.659	19.164	-0.018	0.174	-0.631
Si	6.069	9.962	18.572	-0.229	0.528	-0.376
Si	7.694	14.871	22.044	-0.046	0.055	-0.113
Si	8.965	8.254	24.46	0.028	-0.123	-0.006
Si	6.604	6.064	21.454	0.104	-0.042	-0.055
Si	9.237	9.591	18.826	0.188	-0.079	-0.223
Si	11.561	1.993	20.558	-0.107	0.074	-0.18
Si	12.627	13.982	23.933	-0.068	-0.116	-0.015
Si	11.459	14.236	26.765	0.037	-0.013	0.061
Si	12.861	10.163	21.627	-0.04	0.003	-0.108
Si	3.716	12.25	22.165	-0.02	-0.102	-0.15
Si	1.739	1.924	18.987	-0.016	-0.114	-0.126
Si	1.948	13.473	24.415	0.071	-0.096	0.087
Si	14.441	5.278	23.489	0.021	-0.067	-0.219
Si	2.232	9.376	27.688	-0.022	0.015	0.087
Si	5.414	8.868	21.294	0.117	0.039	-0.133
Si	3.607	2.884	24.076	0.013	0.026	-0.096
Si	15.795	11.479	26.137	-0.059	0.044	0.049
Si	15.682	4.132	27.819	-0.086	-0.009	0.105
Si	4.042	1.918	21.062	0.108	0.003	-0.191
Si	11.043	1.739	28.056	-0.016	0.035	0.162
Si	14.97	0.052	24.668	0.003	-0.118	0.163
Si	10.003	14.891	20.108	-0.043	0.034	-0.167
Si	13.837	9.523	18.827	-0.107	0.006	-0.139
Si	9.634	5.746	21.549	-0.096	-0.117	-0.025
Si	1.514	6.949	23.44	-0.049	-0.019	-0.08
Si	11.169	12.603	21.623	0.003	0.049	-0.116
Si	13.482	11.077	24.38	0.05	-0.038	0.065
Si	4.103	0.812	28.587	0.014	0.085	0.074
Si	14.082	1.887	19.01	0.085	-0.069	-0.277
Si	8.834	12.17	23.262	-0.083	0.091	-0.002
Si	4.195	14.034	26.56	0.027	0.013	0.063
Si	15.948	2.965	25.062	0.086	0.046	0.058
Si	8.087	0.804	24.75	-0.024	-0.001	-0.046
Si	15.98	7.012	26.52	-0.085	0.05	-0.002
Si	8.777	13.315	26.027	-0.029	0.038	0.021
Si	10.198	2.984	25.315	0.049	-0.077	0.027
Si	6.128	10.881	23.456	-0.113	-0.007	-0.039
Si	6.441	7.227	25.688	0.068	-0.037	-0.109
Si	11.334	9.542	25.707	-0.02	-0.071	0.046
Si	4.969	14.414	20.474	0.063	0.036	-0.3
Si	8.957	5.662	25.894	0.072	0.105	0.033
Si	13.133	6.979	25.712	0.043	-0.046	0.189
Si	14.345	13.941	27.386	-0.002	0.049	0.1
Si	1.582	2.377	29.785	0.001	-0.095	0.245
Si	6.098	9.133	30.636	0.11	0.102	0.262
Si	16.846	9.112	30.592	-0.096	-0.072	0.199
Si	6.17	11.707	26.506	0.054	0.112	-0.108
Si	6.082	1.04	31.032	0.051	-0.444	0.643
Si	11.731	3.964	22.926	0.078	0.075	-0.1
Si	5.254	9.207	27.761	-0.09	0.051	0.108
Si	11.464	9.013	28.611	-0.001	-0.065	0.218
Si	9.154	1.425	30.527	-0.019	0.009	0.268
Si	9.211	9.211	30.64	-0.066	-0.08	0.28
Si	11.313	5.943	27.788	0.071	-0.036	0.039
Si	10.159	8.674	21.613	-0.026	0.02	-0.148
Si	15.104	0.034	30.136	-0.029	-0.049	0.293
Si	12.881	3.804	29.3	0.046	0.024	0.219
Si	13.745	9.019	30.686	0.024	-0.154	0.252
Si	1.914	15.361	0.662	-0.006	0.007	0.004
Si	1.914	3.763	0.654	-0.003	0.005	0.002
Si	1.912	7.635	0.663	0.004	-0.02	0.003
Si	1.926	11.456	0.655	-0.007	0.019	-0.005
Si	5.784	15.354	0.652	0.002	-0.003	0.006
Si	5.783	3.768	0.659	0.006	0.002	0.007
Si	5.768	7.642	0.665	-0.006	-0.02	0.002
Si	5.768	11.471	0.637	0.006	0.034	-0.006
Si	9.624	15.357	0.666	0.009	-0.007	-0.004
Si	9.641	3.764	0.655	-0.001	-0.002	0
Si	9.615	7.634	0.665	-0.002	-0.013	0.002
Si	9.62	11.45	0.666	0.002	0.006	0.001
Si	13.466	15.352	0.658	-0.003	-0.003	0.005
Si	13.462	3.763	0.648	0.007	0.006	0.006
Si	13.458	7.64	0.657	0.006	-0.006	0.002
Si	13.472	11.461	0.647	0.002	0.005	0.001
Si	1.921	1.87	2.047	0.003	-0.011	0.011
Si	1.918	5.699	2.007	0.008	0.003	-0.002
Si	1.92	9.549	2.035	0.001	-0.003	0.002
Si	1.919	13.406	1.991	0.001	0.003	-0.003
Si	5.773	1.865	2.038	-0.008	0	0.01
Si	5.777	5.704	2.009	0.009	0	0.002
Si	5.768	9.562	2.025	0.005	-0.01	0
Si	5.778	13.407	1.989	-0.002	0.003	-0.004
Si	9.624	1.869	2.045	-0.006	-0.003	0.011
Si	9.622	5.698	2.009	-0.005	0.005	-0.002
Si	9.62	9.544	2.041	0.004	-0.003	0.008
Si	9.624	13.403	1.995	0	0.005	0
Si	13.465	1.866	2.039	-0.004	-0.003	0.007
Si	13.466	5.701	2.001	0	-0.004	-0.006
Si	13.465	9.553	2.03	-0.009	-0.001	0.002
Si	13.468	13.403	1.991	-0.01	0.008	-0.001
Si	15.385	1.866	3.402	-0.002	0.003	0.002
Si	15.384	5.704	3.375	-0.003	-0.007	0.001
Si	15.384	9.552	3.397	-0.003	0.005	0.006
Si	15.387	13.404	3.362	-0.006	0.001	-0.003
Si	3.849	1.864	3.396	-0.002	0.007	0.001
Si	3.848	5.703	3.366	-0.002	-0.016	-0.003
Si	3.847	9.553	3.391	-0.006	-0.003	0.001
Si	3.849	13.406	3.351	-0.002	0.009	-0.006
Si	7.696	1.866	3.395	0.004	0.007	0.002
Si	7.698	5.704	3.374	0.002	-0.011	0.005
Si	7.69	9.553	3.39	0.005	0.004	0.005
Si	7.698	13.404	3.357	0.003	-0.005	-0.004
Si	11.546	1.863	3.399	0.002	-0.005	0.002
Si	11.546	5.705	3.371	0.001	-0.002	-0.005
Si	11.545	9.553	3.396	0.002	0.005	0.009
Si	11.546	13.402	3.358	0.004	0	-0.001
Si	15.386	15.316	4.742	-0.001	0.004	-0.001
Si	15.385	3.792	4.755	0.003	-0.004	-0.001
Si	15.384	7.62	4.751	0.004	-0.007	-0.001
Si	15.386	11.491	4.739	-0.004	0.004	-0.002
Si	3.849	15.314	4.735	-0.001	0.002	0
Si	3.848	3.792	4.746	0.003	0.002	0
Si	3.848	7.62	4.742	0.008	-0.007	-0.005
Si	3.847	11.492	4.731	0.001	0.004	-0.005
Si	7.697	15.316	4.736	0	0.004	-0.003
Si	7.695	3.791	4.749	-0.007	0.001	0.001
Si	7.694	7.622	4.744	-0.002	-0.005	-0.003
Si	7.696	11.491	4.732	0.005	0.003	-0.007
Si	11.545	15.314	4.738	-0.003	-0.002	-0.003
Si	11.544	3.792	4.748	-0.004	-0.002	-0.003
Si	11.545	7.62	4.746	-0.002	-0.005	-0.002
Si	11.544	11.49	4.736	-0.005	0.003	-0.003
Si	1.927	15.315	6.099	-0.002	0	-0.001
Si	1.927	3.79	6.109	0.004	-0.003	-0.001
Si	1.926	7.617	6.109	0.001	0.002	0.005
Si	1.925	11.496	6.098	-0.006	0	0.003
Si	5.772	15.315	6.096	-0.004	-0.001	0
Si	5.77	3.789	6.107	-0.005	-0.002	0.004
Si	5.771	7.618	6.107	0.003	-0.001	0.005
Si	5.772	11.493	6.092	0.008	-0.002	0
Si	9.621	15.315	6.096	0.009	-0.004	-0.001
Si	9.62	3.789	6.106	0.004	-0.004	0.002
Si	9.62	7.62	6.106	0.001	0.008	0.004
Si	9.618	11.494	6.093	0	0	0.002
Si	13.462	15.317	6.104	-0.006	-0.004	-0.001
Si	13.461	3.79	6.115	0.002	-0.002	0
Si	13.461	7.617	6.118	-0.004	0.006	0.009
Si	13.462	11.495	6.102	-0.004	0.003	0.005
Si	1.93	1.855	7.452	-0.001	0.002	-0.004
Si	1.926	5.699	7.491	0.005	-0.016	0.001
Si	1.925	9.562	7.441	0.004	0.002	-0.001
Si	1.926	13.408	7.483	0.001	0.01	0.003
Si	5.77	1.854	7.45	0.006	0.006	-0.005
Si	5.77	5.7	7.484	0.004	-0.005	0
Si	5.775	9.563	7.439	-0.003	0.005	-0.005
Si	5.773	13.404	7.475	0.005	0.001	0.003
Si	9.622	1.854	7.449	-0.009	-0.002	-0.004
Si	9.618	5.7	7.482	-0.008	-0.004	0.004
Si	9.619	9.563	7.438	0.001	0.011	-0.005
Si	9.62	13.405	7.475	-0.004	-0.004	0.001
Si	13.457	1.855	7.46	0.003	-0.005	-0.007
Si	13.458	5.697	7.497	-0.003	-0.022	0.005
Si	13.458	9.563	7.448	0	0.011	0.001
Si	13.46	13.409	7.484	-0.002	0.009	0.001
Si	15.389	1.851	8.802	0.002	-0.003	-0.005
Si	15.386	5.687	8.857	0.011	0.013	0.014
Si	15.386	9.564	8.795	0.002	-0.002	-0.003
Si	15.384	13.416	8.845	-0.007	-0.007	0.003
Si	3.851	1.85	8.814	-0.005	-0.002	-0.004
Si	3.852	5.692	8.857	0.002	0.007	0.005
Si	3.852	9.571	8.792	0.009	-0.006	-0.007
Si	3.855	13.409	8.847	0	-0.004	0.005
Si	7.697	1.848	8.801	-0.001	-0.005	-0.005
Si	7.695	5.69	8.846	-0.001	-0.001	0.006
Si	7.7	9.564	8.796	0.005	-0.001	-0.016
Si	7.698	13.409	8.839	0.005	0.003	0
Si	11.533	1.854	8.823	0.005	-0.003	-0.001
Si	11.53	5.692	8.863	-0.001	0.01	0.01
Si	11.533	9.575	8.805	-0.01	-0.008	-0.009
Si	11.535	13.412	8.852	-0.006	-0.001	-0.001
Si	15.391	-0.033	10.202	-0.008	-0.01	-0.006
Si	15.383	3.733	10.2	-0.002	0.003	-0.004
Si	15.379	7.652	10.162	0.004	-0.017	0
Si	15.384	11.472	10.175	0.006	0.012	-0.002
Si	3.865	-0.045	10.209	-0.003	-0.021	-0.005
Si	3.859	3.742	10.207	0.011	0.021	0.002
Si	3.854	7.662	10.157	-0.011	-0.01	-0.004
Si	3.852	11.469	10.188	-0.011	0.016	-0.006
Si	7.699	-0.044	10.195	-0.003	-0.016	-0.004
Si	7.698	3.738	10.19	-0.004	0.016	0.005
Si	7.701	7.649	10.158	0	-0.004	0.008
Si	7.704	11.47	10.177	-0.005	0.005	0.004
Si	11.525	-0.043	10.216	0.005	-0.02	-0.003
Si	11.518	3.744	10.221	-0.002	0.012	0.006
Si	11.526	7.661	10.166	0.003	-0.01	0
Si	11.536	11.478	10.199	0	0.028	-0.003
O	2.936	-0.216	32.694	-0.005	0.296	-0.4
O	2.093	0.489	18.322	0.375	-0.014	0.556
O	4.827	12.573	26.761	-0.162	-0.284	0.269
O	5.601	10.009	20.138	0.014	0.268	0.352
O	1.94	5.686	17.359	0.046	-0.027	0.432
O	11.332	2.742	21.951	-0.119	-0.192	0.348
O	2.205	8.189	18.121	0.234	0.091	0.198
O	1.943	13.368	17.514	-0.036	-0.098	0.317
O	5.663	5.917	17.411	-0.083	-0.139	0.296
O	2.769	13.197	23.061	0.006	0.404	-0.039
O	5.648	3.449	18.247	-0.429	-0.529	0.196
O	5.458	8.585	17.934	-0.487	-0.027	0.144
O	10.631	5.124	22.652	-0.12	0.177	0.484
O	6.307	14.424	21.376	-0.144	-0.334	0.099
O	5.707	9.477	22.771	-0.091	-0.372	0.29
O	11.499	3.401	24.432	0.356	-0.097	0.358
O	2.083	3.022	24.559	0.01	-0.054	-0.037
O	9.909	10.92	18.169	0.164	0.167	0.493
O	13.641	0.501	18.297	0.032	0.001	0.201
O	2.806	2.338	20.111	-0.089	0.475	0.078
O	2.965	6.228	23.326	0.009	-0.194	-0.096
O	13.477	5.688	17.451	-0.07	-0.009	0.464
O	13.185	10.858	18.2	-0.209	0.015	0.213
O	16.245	14.619	24.123	0.196	0.351	-0.37
O	1.58	9.376	20.379	-0.341	0.014	0.288
O	7.666	9.759	18.572	0.08	-0.142	-0.043
O	1.385	10.533	26.976	-0.077	-0.014	-0.05
O	11.639	9.178	21.996	-0.018	-0.066	0.153
O	11.461	7.432	28.359	-0.003	-0.158	0.014
O	9.604	4.839	20.231	0.122	0.385	0.106
O	5.485	2.548	20.638	0.181	-0.239	0.365
O	5.367	14.546	18.892	0.166	-0.049	0.141
O	9.197	12.328	24.818	0.249	-0.305	0.081
O	2.027	2.72	31.306	0.109	-0.445	-0.191
O	5.343	14.956	25.885	0.311	-0.21	-0.444
O	13.771	10.366	22.951	0.622	-0.11	-0.126
O	15.837	3.004	26.672	0.158	-0.511	0.124
O	14.576	10.624	25.482	0.038	-0.581	0.266
O	13.157	8.186	18.226	-0.45	0.045	0.505
O	13.731	9.531	20.428	0.476	-0.068	0.292
O	15.606	1.842	19.536	-0.081	0.117	0.76
O	13.636	6.394	24.314	-0.309	0.319	-0.339
O	15.555	1.554	29.782	-0.384	0.315	-0.082
O	9.204	8.65	22.917	-0.547	0.41	0
O	5.942	7.962	27.02	0.253	-0.325	0.282
O	5.036	0.638	29.881	-0.241	-0.2	0.042
O	9.126	4.19	25.279	-0.392	0.025	-0.5
O	11.219	0.426	20.612	0.263	-0.432	0.089
O	15.271	1.612	24.557	-0.403	0.124	-0.327
O	5.815	7.829	31.527	-0.071	-0.046	-0.182
O	9.77	9.337	25.358	-0.342	0.354	0.059
O	16.08	5.541	27.162	0.084	0.12	-0.213
O	9.615	7.831	31.377	0.008	-0.176	-0.573
O	1.528	7.962	27.403	0.282	-0.477	0.178
O	9.446	1.68	24.724	0.211	-0.346	-0.186
O	11.973	10.739	24.845	-0.381	0.272	-0.244
O	13.838	3.114	18.002	-0.126	-0.074	0.25
O	11.731	4.897	28.945	-0.496	0.092	0.301
O	13.232	3.82	30.887	0.223	-0.276	-0.366
O	3.859	8.42	21.309	0.027	-0.469	-0.32
O	14.626	15.008	26.197	0.18	0.328	0.1
O	9.522	6.777	24.849	0.574	-0.152	-0.461
O	12.777	9.364	29.462	-0.05	0.578	-0.227
O	12.327	5.827	26.523	0.271	-0.582	-0.059
O	16.407	14.794	30.871	0.385	-0.09	-0.576
O	9.703	8.178	18.162	0.341	0.09	0.497
O	16.709	3.768	29.011	0.287	0.368	0.186
O	14.19	4.16	28.431	-0.172	0.397	-0.148
O	15.282	9.01	30.214	-0.046	0.116	-0.223
O	7.54	0.58	23.23	-0.18	0.343	-0.063
O	9.571	9.575	20.403	-0.089	0.134	0.46
O	5.181	8.934	29.341	-0.522	-0.155	-0.012
O	5.12	12.02	22.927	0.168	0.264	0.071
O	12.299	2.345	28.886	0.292	-0.247	-0.109
O	2.264	9.564	29.286	0.206	0.177	0.082
O	10.239	7.159	21.084	0.215	-0.083	-0.202
O	7.565	1.192	30.389	0.085	-0.142	-0.31
O	9.762	0.146	31.317	0.413	-0.179	-0.419
O	10.127	11.678	22.446	-0.057	-0.643	0.073
O	1.735	10.221	31.71	0.301	-0.183	-0.128
O	2.183	10.854	18.255	0.561	0.085	0.581
O	12.157	8.2	25.369	-0.13	-0.028	-0.417
O	5.455	5.726	22.515	-0.067	-0.256	-0.103
O	5.718	10.508	31.402	-0.21	0	-0.386
O	10.671	2.737	26.841	-0.085	0.365	0.062
O	9.588	5.317	32.121	-0.149	0.1	-0.275
O	9.788	5.728	27.288	-0.317	-0.095	0.506
O	6.171	10.525	27.591	0.369	-0.101	0.102
O	1.895	12.799	32.181	0.036	-0.066	-0.367
O	9.644	13.029	32.175	0.008	0.013	-0.583
O	13.85	-0.035	31.19	-0.113	0.335	-0.247
O	11.63	14.329	25.155	-0.48	0.101	-0.177
O	1.988	5.273	32.1	-0.084	0	-0.356
O	1.969	7.698	31.193	0.412	-0.15	-0.464
O	4.358	4.282	24.356	0.406	0.052	0.567
O	13.535	10.198	31.759	0.056	-0.024	-0.005
O	5.782	5.229	32.163	0.174	0.066	-0.639
O	1.695	8.442	22.795	-0.321	0.196	0.259
O	14.425	7.476	26.562	-0.196	0.249	0.162
O	13.259	4.497	22.663	0.348	-0.262	-0.43
O	8.666	0.001	20.866	-0.316	0.183	-0.269
O	9.563	10.465	31.575	0.023	0.022	-0.314
O	9.49	2.781	31.349	0.304	0.081	-0.155
O	1.802	3.087	17.893	0.095	-0.085	0.262
O	8.398	13.603	22.71	0.184	0.114	0.18
O	6.457	5.017	20.233	0.127	0.34	-0.048
O	2.741	1.547	29.03	-0.11	-0.307	-0.096
O	13.526	12.892	32.136	-0.137	-0.13	-0.396
O	6.942	1.594	25.597	0.036	0.446	0.112
O	9.743	15.028	18.528	-0.231	0.548	0.243
O	2.906	13.97	25.61	-0.153	-0.039	-0.075
O	5.859	13.098	32.112	0.149	0.167	-0.284
O	13.374	7.56	31.296	-0.337	-0.041	-0.679
O	13.129	2.145	20.265	0.371	0.019	0.403
O	4.122	0.312	20.956	-0.311	-0.118	-0.062
O	15.684	6.071	22.743	-0.112	0.029	-0.468
O	6.09	10.968	25.065	0.041	-0.371	0.109
O	12.319	11.603	21.109	0.481	0.139	-0.362
O	4.364	1.757	24.919	-0.199	-0.376	-0.213
O	11.417	0.313	27.428	0.155	0.02	-0.158
O	16.525	7.066	25.004	0.233	-0.012	-0.029
O	10.083	9.398	29.321	-0.092	0.111	-0.632
O	4.946	1.639	27.46	0.347	0.421	0.177
O	15.365	9.495	18.339	0.005	-0.162	-0.126
O	6.372	7.6	20.97	0.127	0.061	-0.45
O	8.398	14.782	25.471	-0.156	0.084	0.196
O	11.516	9.882	27.263	0.201	0.662	-0.032
O	7.922	2.976	19.48	-0.268	-0.463	-0.011
O	10.052	13.459	27.03	-0.017	-0.332	0.576
O	7.481	12.635	26.721	0.13	0.376	0.253
O	3.674	2.454	22.527	-0.028	-0.08	-0.073
O	14.734	14.61	28.801	-0.057	-0.205	-0.249
O	3.761	9.416	27.17	-0.039	-0.052	-0.742
O	9.788	1.55	29.058	-0.216	-0.153	-0.452
O	3.76	14.738	27.96	-0.289	-0.391	0.258
O	13.548	12.684	24.252	0.231	0.075	-0.024
O	7.379	8.237	24.806	-0.027	0.279	-0.071
O	7.381	5.971	26.115	-0.298	-0.166	0.199
O	15.133	4.215	24.473	0.195	0.027	0.174
O	4.099	13.067	20.796	-0.066	-0.347	-0.545
O	10.596	2.601	19.392	0.221	-0.148	-0.372
O	8.099	5.911	22.085	0.036	0.104	0.306
O	5.699	2.525	31.607	-0.392	-0.006	-0.048
O	7.646	11.133	22.996	0.224	-0.092	-0.13
O	5.124	6.758	24.873	-0.363	0.343	0.323
O	15.241	12.622	27.138	0.022	0.033	0.391
O	16.61	12.115	24.897	0.235	-0.35	-0.318
O	11.764	13.738	22.604	-0.208	0.356	-0.211
O	13.455	13.384	17.491	-0.171	-0.029	0.432
O	10.413	13.354	20.413	0.03	-0.43	-0.193
O	13.674	-0.199	23.731	-0.092	0.251	-0.564
O	7.658	9.192	30.244	0.183	0.202	-0.437
O	12.773	13.51	27.382	-0.237	-0.54	0.427
O	2.971	10.809	22.008	-0.046	0.174	-0.044

Results
total energy: -105180.089 eV
total energy less fixed offsets of O -438.35, Si -107.03 eV per atom: 0.371 eV
